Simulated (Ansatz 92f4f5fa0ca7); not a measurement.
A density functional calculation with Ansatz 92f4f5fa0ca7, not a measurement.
Periodic cell of 215 atoms, Si132O82B1, from a study of silicon, its oxide and their interface. The atomic structure is a simulated model.
Doubt: the cutoff is far below the 930 eV that the study's wrapper takes by default for these files, so forces and energies are approximate.
This geometry differs little from another in the collection (a relaxation step or a small displacement).

Settings
functional: PBE
potential files: Ansatz PAW
basis: plane waves
wave-function cutoff: 580 eV
density cutoff ratio: 5
exchange-correlation grid ratio: 1
k mesh: 1 x 1 x 1, Gamma-centred
self-consistency stop: 5e-08 eV per atom in the density residual
occupations: fixed
spin: none
net charge: -1 e, with a uniform compensating background and no finite-size correction

Cell vectors (angstrom)
a 10.938 0 0
b 0 10.938 0
c 0 0 31.5432

Atoms: element, x, y, z (angstrom)
Si 10.4367 0.5741 24.3506
Si 6.0436 10.502 24.1592
Si 2.132 3.2488 24.0905
Si 8.7059 2.2565 24.3177
Si 0.5037 5.0522 24.1724
Si 5.0512 5.8966 24.1998
Si 3.3954 7.6512 24.1689
Si 7.8289 8.8293 24.0015
Si 1.3448 1.4808 25.4641
Si 6.9216 1.2992 25.5097
Si 4.0289 4.1014 25.333
Si 9.6708 4.0958 25.4323
Si 1.4981 6.8134 25.3791
Si 6.8984 6.946 25.2479
Si 4.2332 9.53 25.356
Si 9.5285 9.6406 25.4448
Si 2.7818 0.0061 26.6547
Si 8.2258 -0.0286 26.9561
Si 0.0197 2.768 26.9299
Si 5.4509 2.7349 26.677
Si 2.7609 5.4367 26.8493
Si 8.2284 5.5246 26.6406
Si 0.0405 8.2101 26.6641
Si 5.558 8.1946 26.8071
Si 4.1116 1.3662 28.0877
Si 9.5969 1.3693 28.2546
Si 1.3962 4.1191 28.2539
Si 6.839 4.1353 28.0355
Si 4.1609 6.8203 28.159
Si 9.5976 6.8512 28.0725
Si 1.3945 9.5893 28.0584
Si 6.8522 9.5329 28.2563
Si 0.0537 -0.0235 29.5436
Si 5.4501 0.0099 29.508
Si 2.7717 2.7066 29.5456
Si 8.1741 2.7737 29.489
Si -0.0137 5.5033 29.5175
Si 5.5119 5.4481 29.5213
Si 2.7502 8.2145 29.4588
Si 8.2552 8.1637 29.5572
Si 1.3957 1.3526 30.9272
Si 6.8217 1.3817 30.8541
Si 4.1324 4.0885 30.9063
Si 9.5531 4.1177 30.8644
Si 1.3778 6.8626 30.8512
Si 6.8661 6.8022 30.9226
Si 4.0911 9.573 30.8614
Si 9.6097 9.5547 30.9214
Si 2.7533 -0.0353 0.7405
Si 8.1836 0.0132 0.688
Si -0.0272 2.7446 0.6976
Si 5.486 2.7075 0.7327
Si 2.7198 5.4805 0.6887
Si 8.2238 5.4311 0.7566
Si 0.0408 8.1778 0.7418
Si 5.4583 8.2105 0.6937
Si 4.125 1.3287 2.0942
Si 9.5267 1.3854 2.0722
Si 1.3201 4.1358 2.0656
Si 6.86 4.0425 2.1123
Si 4.0692 6.8604 2.0668
Si 9.6101 6.7979 2.1008
Si 1.3967 9.5399 2.1182
Si 6.8248 9.5747 2.0729
Si -0.0503 -0.0278 3.3695
Si 5.4732 -0.0255 3.5214
Si 2.6937 2.719 3.3458
Si 8.1989 2.7 3.569
Si -0.0125 5.4562 3.564
Si 5.4647 5.4694 3.3503
Si 2.7318 8.1816 3.5578
Si 8.2189 8.188 3.3902
Si 1.2909 1.3612 4.6815
Si 6.8507 1.2806 4.9573
Si 4.065 4.1109 4.6527
Si 9.5085 4.118 4.9783
Si 1.2997 6.886 4.9755
Si 6.8557 6.7947 4.7131
Si 4.1274 9.5465 4.9356
Si 9.5773 9.5399 4.7767
Si 2.5992 0.0128 6.1145
Si 8.2237 -0.1878 6.3015
Si -0.0268 2.6484 6.1995
Si 5.4017 2.7837 6.0856
Si 2.7538 5.4341 6.1384
Si 8.2044 5.6362 6.3013
Si -0.2077 8.173 6.3538
Si 5.6225 8.1551 6.1948
Si 3.484 1.9254 7.1706
Si 10.0302 0.8055 7.4506
Si 1.7846 3.643 7.3268
Si 6.2808 4.5645 7.3726
Si 4.6576 6.303 7.2406
B 9.1701 7.1785 7.3925
Si 0.8484 10.0797 7.5036
Si 7.5858 8.7185 7.5012
O 4.5556 6.5746 8.8783
O 1.4047 3.9696 8.9195
O 9.6495 6.6292 8.6399
O 1.2989 10.1116 9.1417
O 6.0627 4.2175 9.0127
O 3.7176 1.6012 8.7649
O 7.2192 8.906 9.145
O 9.6773 1.0673 9.0645
O 8.2476 2.537 22.7513
O 11.0003 5.545 22.6443
O 5.6196 0.092 22.6457
O 5.2826 5.4079 22.6264
O 2.1553 2.8091 22.4778
O 3.3251 7.8625 22.5123
O 8.3756 8.7464 22.4141
O -0.1593 11.2288 22.7609
Si 2.1338 2.9861 12.8647
Si 8.6909 1.3038 10.3268
Si 1.053 4.5058 15.3379
Si 7.5468 5.5838 12.1548
Si 2.4163 8.1829 21.208
Si 5.4168 7.7849 12.4354
Si 9.2638 0.457 15.4766
Si 2.9171 -0.0364 16.6441
Si 10.4583 1.163 12.5884
Si 7.7634 2.8308 21.2427
Si 9.1293 8.785 14.4231
Si 1.4291 4.7973 10.3153
Si 4.4823 9.4882 19.1284
Si 11.0741 6.0985 21.1177
Si 6.6125 10.4515 14.8248
Si 5.3867 0.7303 21.1781
Si 2.3429 9.7991 10.358
Si 0.4277 10.6397 21.3882
Si 5.8478 5.2557 21.1233
Si 3.6304 7.0751 10.0867
Si 9.0366 5.6971 14.8092
Si 3.6585 4.0862 19.0802
Si 10.022 3.6672 19.3114
Si 4.2599 8.6694 15.3341
Si 0.4467 1.9182 17.1507
Si 6.7958 7.534 19.2376
Si 5.25 3.6272 16.719
Si 7.7814 5.0175 17.5007
Si 6.6948 9.8888 10.3261
Si 4.409 1.0153 10.0809
Si -0.0459 9.0818 11.8599
Si 9.0993 8.6349 20.9448
Si 4.5422 1.6749 14.5506
Si 2.4455 2.0916 21.0456
Si 6.3421 3.3289 10.3411
Si 3.4236 5.9224 16.7172
Si 9.8217 6.5818 10.2283
O 0.1123 2.6259 18.5832
O 2.9278 9.6356 15.5702
O 10.8506 4.8131 20.1356
O 7.5986 2.4096 9.8889
O 10.8687 5.3762 10.6804
O 6.5856 6.7215 12.8425
O 10.293 8.0844 10.7287
O 7.6613 9.4634 13.9765
O 8.3871 6.2341 10.9318
O 5.3534 10.4861 20.0702
O 2.1026 3.7663 11.4235
O 7.9788 8.5422 19.7541
O 6.2083 6.7278 20.5339
O 5.499 2.7208 15.3887
O 1.3018 0.9346 20.7023
O 6.0626 9.044 11.5954
O 4.6051 4.9909 16.0931
O 6.589 3.9122 17.6114
O 10.5199 10.666 11.8211
O 5.5742 0.5037 13.9755
O 8.0176 5.0969 15.9073
O 9.7387 9.8201 15.5443
O -0.4053 5.1605 15.1169
O 1.571 6.8359 20.7995
O 1.5052 0.6444 17.1711
O 6.5956 1.7688 20.8133
O 1.0042 1.7968 12.8326
O 3.2464 5.5012 18.314
O 9.5247 2.0128 11.5618
O 0.9977 3.1089 16.1826
O 8.5905 5.1593 13.3437
O 10.2624 8.5586 13.2722
O 1.4448 9.4031 21.6698
O 10.0736 9.941 20.6128
O 3.2061 0.1839 10.8637
O 5.1134 2.3175 10.8161
O 1.7404 4.1566 13.9193
O 7.9187 10.8692 10.8253
O 9.1248 4.4683 18.2166
O 5.6353 9.502 15.7557
O 5.5484 -0.0773 9.6935
O 3.5802 2.3232 13.3729
O 1.9637 5.6517 16.0517
O 9.7019 1.074 14.031
O 4.3798 6.9414 11.5184
O 4.755 4.4881 20.2055
O 9.95 1.3277 16.6468
O 6.6863 4.2974 11.6242
O 5.5854 8.4106 18.5721
O 9.0663 2.7439 20.264
O 3.5981 1.1387 15.7631
O 4.2149 3.0813 17.8895
O 9.9196 7.2243 20.8991
O 3.3462 8.6512 9.7915
O 3.9307 7.4288 16.3545
O 7.6293 0.4796 15.6867
O 8.9141 7.308 15.0334
O 3.93 1.4415 21.1435
O 1.5831 9.1322 11.669
O 2.2982 6.1636 10.1704
O 7.3488 6.4631 18.1318
O 7.2114 4.3629 21.1324
O 4.5565 8.2427 13.7748
O 3.3348 8.662 19.9536
O 2.4939 3.2426 19.8663
O 3.7412 10.3699 17.9628

Results
free energy: -130699.692 eV
free energy less fixed offsets of B -154.04, O -568.88, Si -635.61 eV per atom: 3.028 eV

Forces (eV/angstrom), in the order of the atoms: element, x, y, z
Si 0.0064 -0.0049 -0.0113
Si -0.0046 0.01 -0.0114
Si 0.0051 -0.0085 -0.0147
Si -0.0071 0.0024 -0.0114
Si -0.006 0.0051 -0.0108
Si 0.004 -0.0051 -0.0143
Si -0.0042 0.0011 -0.0123
Si 0.0046 -0.0039 -0.014
Si 0.0026 -0.0053 -0.0058
Si -0.0047 0.0053 -0.0069
Si -0.0006 -0.0011 -0.0031
Si -0.0043 0.0027 -0.0073
Si -0.0007 0.0058 -0.0034
Si 0.0008 -0.0031 -0.0012
Si -0.0019 0.0004 -0.0007
Si 0.0057 -0.0026 -0.0075
Si -0.001 0.0012 0.0013
Si -0.0033 -0.0034 0.0337
Si 0.002 0 0.0293
Si 0.0002 -0.0008 0.0004
Si 0.0049 0.0002 0.0201
Si 0.0003 0.0017 0.0027
Si -0.0022 -0.0034 0.0011
Si -0.0013 -0.0011 0.0153
Si 0.0002 -0.0017 -0.0038
Si 0.0004 0.0028 -0.0192
Si -0.0067 0.0003 -0.0115
Si -0.0025 0.0035 -0.0091
Si 0.0009 -0.0022 -0.0213
Si 0.0006 -0.0005 -0.0035
Si 0.003 0.0025 -0.0089
Si 0.0094 0.0069 -0.0132
Si -0.0031 0.0054 0.0054
Si 0.0014 -0.0029 0.0048
Si -0.002 0.0028 0.0031
Si 0.0061 -0.005 0.0072
Si 0.0053 -0.0031 0.0037
Si -0.002 0.0038 0.0039
Si 0.0009 -0.0017 0.0081
Si -0.0028 0.0018 0.0028
Si 0.006 -0.0017 -0.0042
Si -0.0066 0.0017 -0.0029
Si 0.0016 -0.0058 -0.0038
Si 0.0016 0.0035 -0.0029
Si -0.0054 -0.0038 -0.0019
Si 0.0061 0.0009 -0.0014
Si -0.0016 0.0061 -0.0037
Si -0.0032 -0.0072 -0.0011
Si 0.0008 -0.0048 -0.0004
Si 0.0073 0.0068 0.0022
Si -0.0114 0.0014 0.001
Si 0.0051 0.0007 0.0009
Si -0.0022 0.0107 0.001
Si -0.0025 -0.0057 0.0035
Si 0.0073 0.0012 0.0041
Si -0.0057 -0.0047 0.0005
Si -0.001 0.0009 -0.0112
Si 0.0025 -0.0049 -0.0003
Si 0.0008 -0.0003 -0.0047
Si 0.0022 0.0052 -0.0046
Si 0.0038 -0.0066 -0.002
Si -0.0102 0.0101 -0.0022
Si -0.0044 -0.0025 -0.0042
Si 0.0018 -0.0021 -0.0061
Si -0.0157 -0.0038 0.0153
Si -0.0002 0.0008 0.0096
Si 0.0018 0.0081 0.0321
Si 0.0088 0.0011 0.0028
Si -0.0006 -0.0005 0.0193
Si 0.0112 0.0251 0.0228
Si -0.0048 -0.0059 -0.0006
Si 0.0168 -0.0127 0.0089
Si -0.0022 -0.0004 -0.0136
Si 0.0058 0.003 0.0076
Si -0.0052 -0.0026 -0.0238
Si 0.0032 0.0017 -0.0161
Si 0.0039 -0.0133 -0.0149
Si -0.032 -0.0092 -0.0274
Si -0.0006 -0.0041 0.0087
Si -0.0009 0.0186 -0.0182
Si 0.0058 -0.0002 0.0076
Si -0.0101 0.0025 -0.0229
Si 0.0058 0.0032 0.0027
Si 0.0004 -0.0103 0.0035
Si -0.004 -0.0023 -0.0019
Si 0.0326 0.0462 0.0739
Si -0.0184 0.0013 0.0518
Si -0.0094 0.0062 -0.0204
Si -0.0007 0.0027 0.0079
Si -0.0186 0.0169 0.0289
Si -0.0011 -0.0036 0.0223
Si 0.0118 -0.0092 0.0161
Si -0.0139 0.0101 0.0271
B -0.0394 -0.029 -0.0558
Si 0.019 -0.0189 0.015
Si 0.0516 -0.0336 0.0559
O 0.0098 -0.0121 -0.0227
O 0.0023 -0.0067 -0.0212
O -0.0143 0.0244 -0.0435
O -0.0172 0.0038 -0.0284
O -0.0005 0.0076 -0.024
O -0.0028 0.007 -0.0093
O -0.0006 0.0052 -0.0272
O 0.0131 -0.0064 -0.0227
O 0.0067 -0.0057 0.015
O 0.004 -0.009 0.0166
O 0.0062 -0.0096 0.015
O -0.0067 0.0057 0.0177
O -0.003 0.0095 0.0186
O 0.0071 -0.0037 0.0149
O -0.0102 0.0025 0.0186
O -0.0068 0.0076 0.0153
Si 0.0018 -0.0069 -0.007
Si -0.0122 0.0001 0.0071
Si 0 -0.0023 -0.0068
Si -0.0008 0.0025 -0.0076
Si -0.0023 0.0025 -0.0013
Si 0.002 0.0064 -0.0083
Si -0.0037 0.0005 -0.0042
Si -0.0028 -0.0004 -0.0085
Si 0.0102 -0.0032 -0.0048
Si 0.0007 0.004 -0.0031
Si -0.0087 0.002 -0.0089
Si 0.0077 -0.0058 0.0068
Si -0.0008 0.0015 0.0012
Si 0 0.002 -0.0043
Si -0.0001 0.0033 -0.0143
Si -0.0054 0.0008 -0.0031
Si 0.0073 -0.0007 0.0064
Si 0.0052 -0.0044 0.0021
Si 0.0021 -0.0005 -0.0053
Si -0.0156 -0.0053 0.0054
Si 0.0046 0.0033 -0.0055
Si -0.0013 0.0038 -0.0014
Si 0.0011 -0.0022 0.002
Si -0.0037 0.0041 -0.0029
Si 0.0018 -0.0019 -0.0038
Si -0.0012 -0.0014 0.0027
Si -0.0019 0.0005 -0.0029
Si -0.0017 -0.0034 0.0023
Si -0.009 0.0072 -0.0024
Si 0.0055 0.0024 -0.0029
Si -0.0059 0.013 -0.0009
Si 0.0038 -0.0023 -0.0025
Si 0.0006 -0.0029 -0.0083
Si 0.004 -0.0018 -0.0031
Si 0.0053 -0.0114 0.0053
Si 0.0004 -0.0012 -0.0037
Si 0.0025 -0.0073 0.0165
O -0.0025 0.0027 -0.0003
O 0.0018 -0.0027 0.0067
O 0.0026 0.0066 0.0005
O 0.0025 0.0012 0.0139
O -0.0047 0.0076 -0.0016
O 0.0014 -0.0012 0.0037
O -0.0046 -0.0119 -0.0026
O 0.0026 -0.0023 0.0083
O 0.0119 0.0042 -0.0029
O 0.0011 0.0069 0.001
O -0.0057 0.0144 -0.007
O 0.0054 0.0008 0.0003
O -0.0019 -0.0048 -0.0016
O 0.0007 -0.0014 0.0042
O -0.0018 -0.0026 -0.0028
O 0.0021 0.0041 -0.0025
O -0.0007 0.0011 0.0041
O 0.0013 0.0012 -0.002
O 0.0005 -0.0079 0.0081
O -0.0005 -0.0008 0.0099
O 0.0007 0.0004 0.0007
O 0.0009 -0.0026 0.0023
O -0.0038 0.0014 0.005
O -0.0008 0.0002 -0.0041
O -0.0019 0.0012 0.0015
O 0.0009 -0.0007 -0.0033
O -0.0082 -0.0039 0.0084
O 0.0021 -0.0022 0.0003
O -0.0104 -0.0056 -0.0071
O -0.0001 0.0026 0.001
O -0.0074 0.0012 0.001
O 0.0071 0.001 -0.0034
O -0.0005 0.0013 -0.0084
O 0.0006 -0.0002 -0.0033
O 0.0019 -0.0015 0.0029
O 0.0008 -0.0024 0.0003
O 0.0006 -0.0031 0.0045
O -0.0024 0.0047 -0.0054
O 0.0028 -0.002 0.0003
O -0.0006 -0.0016 0.0025
O 0.0124 -0.0076 0.0077
O -0.0056 0.0033 0.0047
O 0.0001 -0.0013 0.0023
O 0.0059 0.003 -0.0044
O -0.0044 -0.0005 -0.006
O 0.0067 0.0029 0.0011
O 0.0006 -0.0019 -0.0009
O -0.0034 -0.0085 -0.0031
O -0.0003 0.0003 -0.0013
O -0.006 -0.0012 -0.0006
O 0.0023 0.0038 0.0042
O -0.0009 0 0.0011
O 0.0005 0.0001 -0.0052
O 0.0022 0.0016 0.0037
O 0.0014 0.0026 0.0021
O 0.002 -0.0002 0.0035
O 0.0021 -0.0005 0.0013
O 0.0033 -0.0006 -0.0054
O -0.0001 0.0045 -0.0001
O 0.01 0.0052 0.0095
O -0.0008 0.0043 0.0009
O 0.0003 -0.0031 -0.005
O 0.0058 -0.0049 -0.0061
O -0.0041 -0.0031 0.0004
O -0.0021 -0.006 0.0015
O 0.0043 -0.0036 0.0045

The program warned: the cutoff lies below the one the program advises for these potential files; the exchange-correlation potential is rough where the density is thin.
